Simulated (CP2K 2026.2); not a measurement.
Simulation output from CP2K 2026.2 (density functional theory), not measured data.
Periodic cell of 1152 atoms, Si864O288, from a study of silicon, its oxide and their interface. The atomic structure is a simulated model.
Doubt: the forces sum to 2.34 eV/angstrom along one axis rather than to zero, so they err by at least 0.0020 eV/angstrom per atom on average; the grid cutoff is modest.

Settings
functional: PBE
method: Gaussian and plane waves
basis set: DZVP-MOLOPT-SR-GTH
pseudopotentials: GTH-PBE
grid cutoff: 350 Ry, relative cutoff 50 Ry
k points: Gamma only
occupations: fixed
spin: none
net charge: 0

Cell vectors (angstrom)
a	32.64	0	0
b	0	16.32	0
c	2.993	-2.6486	38.6597

Atoms and the computed forces on them: element, x, y, z (angstrom), force x, y, z (eV/angstrom)
Si	1.6471	14.8791	0.1182	-0.2862	0.1817	0.6076
Si	6.9024	-0.9783	38.653	0.2634	-0.1944	0.7059
Si	4.6035	1.2046	38.6448	-0.2495	0.235	0.7786
Si	4.4408	6.6576	0.0811	-0.2437	0.0061	0.6859
Si	3.8751	7.0985	38.5809	0.4255	-0.1559	0.673
Si	6.8298	9.8682	38.6255	0.2705	-0.4133	0.6471
Si	7.2978	14.4338	0.0082	-0.1644	0.1408	0.6715
Si	9.6683	1.0352	0.177	-0.0342	0.0541	0.7275
Si	6.6467	4.4445	0.0542	0.076	-0.1327	0.7517
Si	9.2348	7.3281	0.1877	0.0555	-0.2683	0.7818
Si	6.8361	9.2709	0.2343	-0.0676	0.2174	0.6563
Si	9.4933	12.2518	0.41	-0.0084	-0.0363	0.5477
Si	11.805	15.1159	0.1675	0.1771	0.0313	0.6718
Si	15.1909	1.0905	0.0913	-0.5538	0.4628	0.4793
Si	15.1353	1.2552	38.6158	0.1127	0.1135	0.6596
Si	18.2799	3.7961	38.4593	-0.3032	0.2245	0.6872
Si	14.6792	7.4362	38.5606	0.2225	-0.1374	0.6782
Si	15.3197	11.9643	0.0158	-0.1255	0.0728	0.718
Si	17.5371	15.2472	0.2435	0.395	-0.4394	0.5875
Si	20.6724	1.1264	0.1725	-0.107	0.1558	0.7798
Si	20.4931	1.5402	38.6448	0.177	-0.1552	0.709
Si	20.4995	6.6105	0.1344	-0.1145	0.2028	0.702
Si	20.5832	7.0952	38.6038	0.0659	-0.2081	0.6958
Si	20.2677	12.3485	0.1598	0.3173	-0.1126	0.729
Si	23.0021	15.4104	0.2667	-0.0316	-0.2321	0.7266
Si	26.2726	1.1835	0.1538	-0.4592	0.2453	0.5686
Si	25.7555	1.7117	38.5996	0.4277	-0.3118	0.6463
Si	25.7393	7.0447	0.0652	0.118	-0.2437	0.7696
Si	23.4886	9.2457	0.1019	-0.2543	0.089	0.706
Si	25.8705	11.9424	0.422	0.1347	0.1069	0.5689
Si	28.2205	14.9651	0.2595	0.3725	-0.0749	0.6694
Si	33.9571	-1.0189	38.4713	0.2944	-0.3127	0.6395
Si	28.8114	3.9482	0.1038	-0.172	0.1157	0.7584
Si	31.2364	6.6892	0.1098	0.2364	-0.0894	0.6462
Si	31.1437	7.2881	38.6027	0.2199	-0.1806	0.6527
Si	34.3845	9.5137	38.6447	-0.2166	0.2311	0.662
Si	2.8359	0.0822	1.3769	0.0212	0.065	-0.0284
Si	5.5056	2.787	1.3042	-0.0178	0.0038	-0.0474
Si	2.7419	5.4937	1.2456	0.0021	-0.0174	-0.0471
Si	5.4622	8.0641	1.6298	-0.0097	0.0025	-0.0126
Si	2.6901	10.7968	1.1246	-0.0165	0.0109	-0.0486
Si	5.5142	13.5343	1.2902	-0.0105	-0.0103	-0.0499
Si	8.1508	16.1522	1.4237	-0.0368	-0.0047	-0.0504
Si	10.8577	2.6311	1.4162	-0.0372	0.015	-0.0803
Si	8.1997	5.5619	1.3793	0.0525	0.0005	-0.0378
Si	10.8309	8.4317	1.414	0.0709	0.0038	-0.0291
Si	8.0347	10.8496	1.5129	-0.018	-0.0346	-0.0842
Si	10.8466	13.6264	1.6646	0.0047	-0.0157	-0.0291
Si	13.5118	-0.0448	1.3058	-0.0034	0.0093	-0.0268
Si	16.274	2.7498	1.3534	0.0274	-0.0345	-0.0243
Si	13.5723	5.4154	1.1511	0.0335	0.0375	-0.075
Si	16.3389	8.1165	1.1453	-0.0376	0.0003	0.0073
Si	13.5435	10.9252	1.1923	0.0125	-0.0152	-0.0396
Si	16.3935	13.5415	1.3748	0.0129	0.025	-0.0585
Si	19.1376	0.0054	1.5231	0.0118	0.0227	-0.0426
Si	21.7672	2.7823	1.3972	0.0393	-0.0256	-0.0426
Si	18.9992	5.3681	1.3841	-0.0478	-0.0193	-0.0176
Si	21.7729	8.1693	1.3337	0.0584	0.023	-0.055
Si	19.1028	10.7898	1.4271	-0.0542	0.0227	-0.079
Si	21.8107	13.6613	1.3934	0.0257	-0.0404	-0.0762
Si	24.5334	0.2311	1.5219	0.0742	0.0436	0.0088
Si	27.288	2.793	1.453	-0.0069	0.0431	-0.0454
Si	24.5141	5.3856	1.216	-0.0027	0.0154	-0.0772
Si	27.2419	8.239	1.3768	0.0544	0.0157	-0.0252
Si	24.4678	10.6763	1.6774	-0.0551	0.0072	0.0048
Si	27.0865	13.5245	1.6302	-0.0329	-0.0732	-0.0234
Si	29.9448	-0.0434	1.2221	0.0086	0.0246	-0.0627
Si	32.6155	2.6806	1.2253	-0.0385	-0.0133	-0.0154
Si	30.0024	5.3458	1.514	-0.038	0.0148	-0.0388
Si	32.6081	8.1316	1.3485	0.019	-0.017	-0.0581
Si	29.8137	10.9695	1.2833	0.0305	-0.0227	-0.053
Si	32.6146	13.6975	1.289	0.0333	-0.0295	-0.0275
Si	1.3433	1.3657	2.6658	0.0101	0.0251	0.022
Si	4.0892	4.119	2.6737	0.0327	0.0204	0.0367
Si	1.3944	6.8167	2.6709	-0.0176	-0.0467	-0.0062
Si	3.9962	9.5288	2.6839	-0.0351	0.0435	0.0094
Si	1.362	12.2236	2.5704	0.0127	-0.0392	0.063
Si	4.1883	14.9737	2.6618	0.007	-0.0266	0.0363
Si	6.7989	1.3359	2.6578	0.0165	0.0063	-0.0067
Si	9.521	4.1006	2.6745	-0.0238	0.0023	0.0472
Si	6.8727	6.7632	2.9093	0.0241	-0.0264	0.0324
Si	9.4718	9.5978	2.8823	-0.0021	-0.0173	0.0552
Si	6.7077	12.2222	2.8169	-0.0041	0.0343	0.0608
Si	9.4596	14.9562	2.9424	-0.0132	0.0097	0.0538
Si	12.2469	1.3218	2.7606	0.0228	-0.0346	0.034
Si	14.8933	4.1178	2.6675	-0.0448	0.0093	0.0071
Si	12.2378	6.8579	2.5476	-0.0021	-0.02	-0.0087
Si	14.906	9.4672	2.5355	0.0137	0.0313	-0.0006
Si	12.339	12.2422	2.7773	0.0118	-0.0243	0.0191
Si	14.935	14.9144	2.6683	-0.0027	-0.0066	0.0293
Si	17.6831	1.4104	2.7393	-0.0038	-0.0017	0.0272
Si	20.3617	4.0612	2.7698	0.0072	-0.015	0.026
Si	17.6477	6.8126	2.6524	0.0055	0.0236	0.0008
Si	20.4574	9.4737	2.7678	0.017	-0.0287	0.0071
Si	17.7424	12.208	2.7483	0.0116	0.0233	0.0528
Si	20.4612	14.94	2.8444	0.0365	0.022	0.0554
Si	23.1398	1.5166	2.842	-0.0446	0.0051	0.0431
Si	25.8236	4.1013	2.7104	-0.0162	0.0336	0.0041
Si	23.1475	6.7454	2.6591	0.003	-0.0053	0.0705
Si	25.9075	9.3975	2.9358	0.0265	-0.0446	0.0355
Si	23.0977	12.2321	2.7815	-0.0199	-0.0006	0.0077
Si	25.7679	15.0134	2.8471	0.0104	0.0369	0.0282
Si	28.6428	1.3314	2.7075	0.0408	-0.0187	0.0651
Si	31.3748	3.9858	2.7724	0.0531	-0.0209	0.0326
Si	28.593	6.8191	2.7025	-0.0419	-0.0028	0.0233
Si	31.1864	9.5268	2.6401	-0.0109	0.0352	0.0202
Si	28.569	12.22	2.8421	0.0138	-0.0206	0.0391
Si	31.2828	15.0032	2.6866	-0.0361	-0.0185	-0.0252
Si	32.6538	0.007	4.0599	0.0138	0.0142	-0.0056
Si	2.7089	2.7475	4.0267	-0.0079	0.0202	-0.0404
Si	32.7004	5.4352	4.0596	-0.0159	0.008	-0.0053
Si	2.6926	8.1693	4.0772	0.0258	-0.0015	0.0068
Si	32.6202	10.8869	3.9773	0.0151	-0.0052	-0.0431
Si	2.7418	13.5873	3.9688	0.0081	-0.0268	-0.052
Si	5.4605	0.0172	4.0791	0.0046	-0.0136	0.0005
Si	8.1602	2.7167	4.0308	0.005	-0.0188	-0.0103
Si	5.4298	5.4037	4.1367	-0.0009	-0.0093	-0.0128
Si	8.186	8.1727	4.2158	-0.0094	-0.0031	0.0083
Si	5.3448	10.8567	4.1119	0.0245	-0.0376	0.006
Si	8.0876	13.5643	4.1949	0.005	-0.0038	-0.0078
Si	10.8836	0.0172	4.1733	0.0132	0.0004	-0.0158
Si	13.5955	2.7306	4.071	0.0194	-0.0079	-0.0046
Si	10.9029	5.4818	3.9906	0.0043	0.0356	-0.0098
Si	13.5963	8.1473	3.991	-0.0039	0.0202	-0.0015
Si	10.9069	10.9368	4.1424	-0.0336	0.0405	-0.0152
Si	13.6497	13.6082	4.1324	-0.0226	0.0126	-0.0151
Si	16.3037	-0.0082	4.0306	-0.0064	-0.0351	-0.0321
Si	19.0181	2.7227	4.1392	0.0061	0.0157	-0.0091
Si	16.2849	5.4639	4.031	0.0017	-0.0283	-0.0213
Si	19.0302	8.1276	4.0596	-0.0093	-0.0317	-0.0034
Si	16.2867	10.8292	3.9879	-0.0139	-0.0353	-0.046
Si	19.0601	13.5739	4.1448	0.0035	-0.0115	-0.0127
Si	21.7955	0.0492	4.145	0.0054	-0.0187	-0.0304
Si	24.5158	2.8097	4.1767	-0.0087	-0.0061	0.0324
Si	21.7639	5.4395	4.0703	0.0327	0.0098	-0.0246
Si	24.4749	8.0388	4.1561	-0.0227	0.0017	-0.0246
Si	21.7476	10.8772	4.1386	0.0327	0.0191	0.0145
Si	24.4425	13.5993	4.1616	-0.0166	0.0189	-0.0193
Si	27.2386	0.0189	4.1101	-0.0028	0.0214	-0.0305
Si	29.9743	2.6667	4.1124	-0.0206	-0.0131	-0.012
Si	27.2041	5.4644	4.0566	0.0073	-0.0095	-0.012
Si	29.9212	8.1677	4.0863	-0.0032	0.0365	-0.0017
Si	27.2341	10.8494	4.2041	-0.0083	0.0116	-0.0158
Si	29.9515	13.634	4.0968	-0.0321	0.0173	-0.0193
Si	34.0135	-1.3518	21.7984	0.0056	-0.0231	0.0134
Si	4.1213	1.4137	21.7818	-0.0014	0.0043	0.0135
Si	33.9934	4.0667	21.7844	0.0044	0.0049	0.0112
Si	4.0592	6.7923	21.7809	0.0136	-0.0056	0.013
Si	34.0244	9.5685	21.7487	-0.0152	0.0083	0.0005
Si	4.0796	12.2732	21.7888	0.0207	-0.0008	0.0189
Si	6.8291	-1.2928	21.7502	0.0017	0.0042	-0.0039
Si	9.5654	1.4146	21.7094	0.0059	0.011	-0.0147
Si	6.8106	4.1391	21.7431	0.0109	-0.0055	0.0093
Si	9.5194	6.841	21.7669	0.0045	-0.0013	0.0067
Si	6.7757	9.549	21.7625	0.0021	-0.0088	-0.0003
Si	9.5389	12.2898	21.7589	0.0061	0.0197	0.0046
Si	12.2645	-1.3416	21.7787	-0.0104	0.0138	0.0021
Si	14.9689	1.3398	21.7682	0.0088	-0.0142	-0.0064
Si	12.2338	4.1001	21.7345	-0.0074	0.0005	0.0014
Si	14.9599	6.8264	21.7079	-0.0051	0.0098	-0.012
Si	12.2386	9.5493	21.7489	0.0085	-0.0116	0.0085
Si	14.9273	12.2491	21.7569	0.0032	-0.0078	0.0124
Si	17.6562	-1.3812	21.7685	-0.0124	-0.0095	0.0042
Si	20.3849	1.3279	21.7463	-0.005	0.0126	0.0123
Si	17.6833	4.0434	21.7453	-0.0109	-0.0047	0.0086
Si	20.3708	6.7375	21.6655	-0.0071	-0.0086	-0.0002
Si	17.6157	9.4854	21.6681	-0.0009	-0.0053	-0.0083
Si	20.3878	12.229	21.7181	0.0113	0.0006	0.0026
Si	23.1194	-1.3638	21.7665	0.0203	0.0047	0.0138
Si	25.8167	1.306	21.8004	-0.0229	0.0124	0.0183
Si	23.0961	4.0166	21.7148	-0.0093	0.0009	-0.0009
Si	25.8371	6.758	21.6802	-0.0117	0.0052	0.005
Si	23.1198	9.5278	21.6729	-0.0014	-0.0032	-0.0062
Si	25.8463	12.246	21.7334	0.0049	-0.0023	0.0124
Si	28.5544	-1.373	21.7937	0.0076	0.0003	0.0076
Si	31.2811	1.3398	21.832	-0.0106	0.0023	0.0265
Si	28.5456	3.9992	21.7344	-0.0176	-0.0075	-0.0013
Si	31.302	6.7948	21.7363	-0.0131	0.0033	0.0065
Si	28.5945	9.5181	21.7095	0.0073	0.0124	0.0005
Si	31.3407	12.2559	21.8178	0.0253	-0.0227	0.0216
Si	2.753	0.0338	23.1054	0.014	0.0269	-0.032
Si	5.4722	2.8166	23.1376	-0.0093	-0.0143	0.0291
Si	2.7066	5.4077	23.1617	0.006	-0.0217	-0.007
Si	5.4198	8.1647	23.1155	-0.0032	0.0013	0.0109
Si	2.6776	10.955	23.1657	0.0132	0.0493	0.0283
Si	5.4575	13.6764	23.0971	0.027	-0.0026	-0.016
Si	8.2221	0.0879	23.0657	-0.0206	-0.03	0.0126
Si	10.9023	2.7408	23.1192	-0.0164	-0.0047	0.0095
Si	8.1746	5.4692	23.1252	-0.0104	0.0192	0.021
Si	10.863	8.2302	23.1177	0.0192	-0.0067	0.0185
Si	8.1266	10.96	23.0798	-0.0323	-0.0054	0.0261
Si	10.9125	13.6268	23.1453	-0.0141	-0.0298	0.0484
Si	13.6261	0.0001	23.1682	0.0255	-0.017	0.0262
Si	16.3519	2.6677	23.122	0.0073	0.0092	0.0371
Si	13.5811	5.5002	23.0409	-0.0114	0.0029	0.0027
Si	16.3028	8.1561	23.1051	-0.0043	0.0116	0.0117
Si	13.5944	10.881	23.1375	-0.0108	0.0198	0.0159
Si	16.2644	13.6037	23.1358	0.021	0.0167	0.0361
Si	19.0449	-0.043	23.1154	-0.0262	0.0198	0.0033
Si	21.7266	2.6893	23.1114	0.0428	-0.0047	-0.0019
Si	19.0336	5.4145	23.0935	0.0306	0.023	0.0119
Si	21.7497	8.1171	22.9352	0.0278	0.03	-0.0007
Si	18.9579	10.8523	22.976	-0.012	-0.0088	-0.0027
Si	21.767	13.5685	23.0919	-0.0177	-0.0403	-0.0187
Si	24.4444	-0.0292	23.2023	-0.0074	-0.0265	0.0408
Si	27.2034	2.6431	23.1502	0.0243	0.0246	0.0319
Si	24.4993	5.3555	23.0199	0.0076	0.0044	0.0271
Si	27.1724	8.1699	22.9949	0.0085	-0.0102	-0.0006
Si	24.4617	10.8904	23.0555	-0.0169	0.0017	0.0103
Si	27.1938	13.5733	23.1387	-0.0232	-0.0042	0.0203
Si	29.8948	-0.0271	23.1906	0.0038	0.0016	-0.0275
Si	32.6461	2.7246	23.1845	-0.0084	0.0024	0.0489
Si	29.9154	5.3861	23.0187	0.0443	0.0006	0.015
Si	32.7151	8.148	23.0691	-0.0284	-0.0003	-0.0058
Si	29.9829	10.8285	23.1027	-0.0258	-0.0075	0.0197
Si	32.7085	13.6135	23.2355	0.0202	-0.0129	0.0103
Si	34.0644	1.3463	24.5088	-0.0001	0.0134	-0.0158
Si	4.0772	4.0988	24.571	0.0163	-0.0047	0.0015
Si	33.9516	6.7451	24.499	-0.0301	-0.0207	-0.0068
Si	3.978	9.485	24.4289	-0.023	-0.0618	-0.0413
Si	34.1484	12.3859	24.7035	0.0745	-0.016	0.0194
Si	4.1693	-1.236	24.4671	-0.0245	0.0083	-0.0044
Si	6.9537	1.5264	24.4198	0.0449	0.0234	-0.0512
Si	9.575	4.1293	24.4809	-0.0174	0.0161	-0.0151
Si	6.7911	6.8134	24.4805	0.0095	-0.0518	-0.0399
Si	9.4631	9.6181	24.4396	0.0108	-0.0079	-0.0118
Si	6.7887	12.3272	24.4588	0.0022	-0.006	-0.03
Si	9.5588	-1.2606	24.4425	0.0041	0.0499	-0.0452
Si	12.275	1.4013	24.4953	0.0066	-0.0133	-0.0178
Si	14.9602	4.1293	24.3336	-0.0037	-0.0015	-0.0527
Si	12.2533	6.8644	24.4421	0.0117	0.0076	-0.0586
Si	14.9562	9.5124	24.497	-0.0056	0.0048	0.0094
Si	12.2456	12.2264	24.5301	0.0001	0.0051	-0.0139
Si	14.9501	-1.3665	24.5925	-0.0081	-0.0056	-0.0029
Si	17.7124	1.2814	24.5263	-0.0139	0.0184	0.003
Si	20.3828	4.0586	24.4742	0.0134	-0.0168	-0.0035
Si	17.6765	6.7843	24.4421	0.0049	-0.0043	-0.0142
Si	20.318	9.4372	24.2169	-0.0078	-0.0274	-0.0474
Si	17.6148	12.1579	24.3959	-0.0109	-0.0432	-0.0415
Si	20.3916	-1.4373	24.4565	-0.0287	0.0165	0.0045
Si	23.0252	1.3487	24.5464	0.001	-0.0022	-0.0236
Si	25.8199	4.0158	24.4597	-0.0109	0.0083	-0.0346
Si	23.1252	6.7668	24.2598	-0.0333	0.0144	-0.054
Si	25.8058	9.5026	24.3682	0.0213	-0.0189	-0.0294
Si	23.1181	12.2201	24.4632	0.0182	0.0106	0.0065
Si	25.8179	-1.4283	24.5575	-0.0016	-0.0032	-0.015
Si	28.5171	1.2836	24.5941	-0.0487	-0.0029	0.017
Si	31.2053	4.0869	24.4922	0.0006	0.0019	-0.0327
Si	28.5353	6.7792	24.2664	-0.0116	0.0212	-0.0402
Si	31.4398	9.5183	24.4413	0.0281	0.0483	-0.0142
Si	28.5667	12.1475	24.4283	-0.0011	0.0081	-0.0446
Si	31.2567	-1.3889	24.5451	0.0015	-0.0134	-0.0045
Si	32.618	0.0367	25.8291	-0.0317	-0.0202	0.0604
Si	2.777	2.6577	25.9606	0.0592	-0.0184	0.0546
Si	32.5383	5.4594	25.8937	-0.043	0.0549	0.0244
Si	2.6914	8.0576	25.8424	0.0799	0.0002	0.0683
Si	32.7517	10.9002	25.9331	-0.0202	-0.0087	0.0277
Si	2.9885	13.8862	26.0896	-0.0437	-0.0119	0.0466
Si	5.5736	0.182	25.6883	-0.0146	-0.0216	0.0548
Si	8.2808	2.8246	25.917	-0.0048	-0.0269	0.0842
Si	5.4511	5.4961	25.9173	-0.0389	0.0293	0.0485
Si	8.129	8.2323	25.7816	-0.0215	-0.0008	0.0209
Si	5.3206	10.9183	25.6633	0.0139	0.1359	-0.0259
Si	8.1395	13.7645	25.791	-0.0355	0.0311	0.0107
Si	10.9502	0.0387	25.869	0.0061	-0.0472	0.0588
Si	13.6368	2.8413	25.747	0.0089	0.0011	0.05
Si	10.9171	5.5002	25.8068	-0.0076	-0.0005	0.0598
Si	13.5785	8.2058	25.8676	-0.0006	-0.0019	0.0612
Si	10.7635	10.9598	25.8724	-0.0168	0.0754	0.0601
Si	13.6018	13.532	25.9646	0.0186	-0.0212	0.0601
Si	16.3871	-0.0661	25.9856	0.0295	-0.0236	0.0127
Si	19.0488	2.7009	25.875	-0.0284	-0.0372	0.0557
Si	16.289	5.4288	25.7462	0.0084	-0.0023	0.049
Si	19.0809	8.1414	25.726	0.0293	0.0027	0.0567
Si	16.3221	10.8278	25.8747	0.0218	0.0144	0.0611
Si	19.0187	13.4624	25.7161	0.0132	-0.0239	0.03
Si	21.6659	-0.0979	25.8939	0.0566	0.0685	0.0483
Si	24.4392	2.7016	25.8941	-0.0257	0.0129	0.0134
Si	21.8171	5.4691	25.6827	0.0058	0.0177	0.0286
Si	24.43	8.1216	25.6395	-0.0082	-0.0101	0.0646
Si	21.6415	10.7683	25.5444	-0.0314	0.0308	0.0293
Si	24.457	13.505	25.9497	0.0106	-0.0034	0.0099
Si	27.1632	-0.0915	26.007	0.0044	-0.0261	0.0535
Si	29.8256	2.7448	25.892	-0.0336	0.0315	0.0259
Si	27.17	5.5199	25.6784	-0.0275	0.0024	0.0616
Si	30.0088	8.0266	25.5506	0.0442	-0.0533	-0.0074
Si	27.1797	10.764	25.7642	-0.0089	0.0119	0.0268
Si	29.9075	13.4758	25.8375	0.0318	-0.0263	0.0433
Si	33.9846	-1.1198	27.3372	0.1971	0.02	-0.6712
Si	4.5495	1.6071	27.2192	-0.304	-0.1238	-0.6569
Si	33.7652	3.8815	27.0767	0.1064	0.1181	-0.6683
Si	4.362	7.1349	27.2495	-0.2735	-0.4243	-0.5998
Si	34.0718	9.4219	27.2093	-0.1008	0.1219	-0.6645
Si	4.5702	12.456	27.2681	-0.3094	-0.0081	-0.6645
Si	7.0871	-0.8858	27.0953	-0.1761	-0.3175	-0.691
Si	9.4477	1.2229	27.226	0.198	0.2904	-0.6724
Si	6.6641	3.961	27.2074	0.1794	0.1867	-0.7339
Si	9.6752	7.0447	27.0602	-0.1632	-0.1766	-0.7671
Si	6.5313	9.4614	26.9681	0.2418	0.0729	-0.6303
Si	9.6443	12.6484	27.1601	-0.0525	-0.2272	-0.7466
Si	11.9934	-1.6024	27.2111	0.1891	0.108	-0.7863
Si	15.181	1.6769	27.0416	0.0374	-0.1882	-0.7122
Si	12.5484	4.4347	27.1254	-0.1197	-0.131	-0.7497
Si	14.7959	6.6104	27.1101	0.0627	0.2267	-0.7596
Si	11.862	9.2962	27.0862	0.2085	0.1145	-0.8147
Si	15.1832	12.3389	27.2964	-0.2004	-0.1969	-0.719
Si	17.5266	-1.845	27.1762	0.0266	0.3505	-0.7298
Si	20.3326	1.291	27.2773	-0.0759	-0.0532	-0.7089
Si	17.3854	3.85	27.0895	0.2135	0.0674	-0.7521
Si	20.6709	6.999	27.0177	-0.1297	-0.1221	-0.7491
Si	18.0063	9.7046	27.086	-0.2173	-0.1214	-0.7878
Si	20.1953	11.8817	26.9749	0.0469	0.108	-0.7501
Si	23.3128	-1.1555	27.2185	-0.0796	-0.2233	-0.7516
Si	25.524	1.104	27.2526	0.2186	0.0803	-0.7398
Si	23.4257	4.4875	27.0612	-0.15	-0.3045	-0.7818
Si	25.6428	6.6934	27.0171	0.1903	0.1875	-0.7384
Si	22.7633	9.2183	26.8139	0.0355	-0.0623	-0.7641
Si	26.0645	12.2454	27.1912	-0.2906	-0.078	-0.7381
Si	28.2894	-1.8447	27.179	0.0274	0.246	-0.7516
Si	31.5199	1.682	27.1105	-0.1443	-0.1049	-0.7296
Si	28.5726	4.3605	27.0989	-0.0826	-0.258	-0.6387
Si	30.8339	6.5401	27.1803	0.359	0.1572	-0.7446
Si	28.8173	9.4778	26.8263	-0.2934	-0.0213	-0.621
Si	30.9764	11.8314	27.166	0.2926	0.3526	-0.7164
Si	4.3247	12.1637	35.8601	-0.0078	0.1563	0.0922
Si	26.8819	11.3713	33.1431	-0.1026	0.1089	-0.0149
Si	30.6969	11.1643	29.9908	0.0867	-0.004	-0.0047
Si	33.2791	4.4082	32.3317	0.0293	0.0339	-0.1304
Si	8.0543	5.9867	36.6123	-0.0523	0.0562	0.1344
Si	31.166	13.4853	31.5699	0.0614	0.0077	0.0833
Si	2.7346	11.1856	29.3195	-0.0216	0.0366	-0.0568
Si	10.8413	13.2567	33.2612	-0.0349	-0.0673	0.0021
Si	6.9938	2.0883	31.3051	-0.1001	-0.1602	-0.0109
Si	6.8123	11.5196	31.7287	0.0407	-0.023	-0.0996
Si	9.5204	-0.4235	32.351	-0.1444	-0.0615	-0.0641
Si	17.3733	9.6661	35.7673	0.0052	0.0183	0.0998
Si	14.6462	10.822	30.0683	0.0209	0.1008	-0.1612
Si	16.2012	-0.8935	30.6971	-0.0531	0.0253	0.0137
Si	12.0611	4.0334	30.1151	-0.0243	-0.029	-0.0299
Si	23.574	8.6395	31.1493	-0.1171	0.0429	-0.1624
Si	16.115	12.7499	32.0438	-0.0429	0.0406	-0.0259
Si	11.952	9.7279	30.0921	-0.011	-0.0154	0.0183
Si	21.7156	3.1847	29.1603	-0.0571	0.0559	-0.1152
Si	18.8266	-0.3629	29.4786	0.0552	-0.0482	-0.069
Si	14.2989	3.7609	31.9731	0.0897	0.0761	0.0409
Si	27.763	6.3453	31.6798	-0.026	0.0491	-0.1195
Si	22.3208	0.1446	36.5251	-0.0004	-0.0233	0.1012
Si	24.1685	10.9125	29.1238	0.0631	-0.0365	-0.0666
Si	27.4378	8.0056	29.1993	-0.0228	-0.0412	-0.1193
Si	31.925	1.6905	31.7007	0.1472	0.0807	-0.031
Si	32.41	7.2888	32.2311	-0.0177	0.0621	0.0288
Si	4.2528	9.7083	31.6306	-0.0032	-0.0642	-0.0383
Si	27.2783	2.6462	29.2813	-0.0337	0.1929	-0.0406
Si	23.1905	3.4893	31.6683	-0.0366	0.074	-0.0569
Si	24.6441	1.0449	32.9068	0.0257	-0.0451	0.0481
Si	7.0678	-2.0007	33.2203	-0.0287	0.0831	-0.1242
Si	4.124	-1.7087	33.8886	0.1001	0.0976	0.0427
Si	2.8304	2.28	36.3825	-0.0405	0.0529	0.1114
Si	8.0486	1.4378	34.0931	-0.0604	-0.0132	-0.0852
Si	5.1454	7.0646	30.0667	-0.1425	-0.0799	-0.1129
Si	9.783	10.7813	31.8723	-0.0317	-0.0326	0.0369
Si	5.485	-0.1179	29.5168	-0.0198	0.1145	-0.1647
Si	3.2067	4.1791	33.9829	-0.0428	0.0072	-0.0457
Si	16.3286	8.2623	29.3128	0.0851	0.0015	-0.0777
Si	7.7985	5.955	29.3164	-0.0312	-0.0102	-0.1576
Si	8.1085	-0.9531	35.8117	-0.0658	0.1134	0.0423
Si	11.6193	6.9014	31.4456	-0.0349	-0.0149	0.0345
Si	34.5119	-0.4551	35.5432	-0.0759	-0.0632	0.0298
Si	31.6321	12.1825	36.0108	-0.0715	-0.038	0.054
Si	2.3024	3.9117	29.7301	-0.0481	0.0424	0.13
Si	31.8558	-0.6997	33.8035	0.1295	-0.1032	-0.0786
Si	13.8105	-0.0507	29.2063	0.0006	-0.0844	-0.0324
Si	18.21	6.9001	31.4268	0.0125	0.0324	-0.0569
Si	20.5141	-1.8912	31.5145	-0.0136	0.1402	-0.0801
Si	27.5266	3.5102	32.2494	0.0457	-0.0418	0.0799
Si	13.777	13.3327	34.0574	0.0069	0.0662	-0.0039
Si	9.3017	4.1799	34.5275	-0.0525	0.0816	0.0548
Si	10.4317	9.1974	34.508	-0.096	0.1697	-0.0942
Si	22.2984	5.6037	33.4448	0.0694	0.0988	0.0124
Si	16.8889	3.5328	35.8115	-0.0288	0.0304	-0.0357
Si	20.8605	8.1741	32.3012	-0.0403	-0.097	-0.0867
Si	22.0918	13.1797	29.217	-0.0532	0.0163	-0.1986
Si	19.2977	5.1175	29.1721	0.0734	0.0965	-0.1743
Si	27.6711	-0.8712	34.4307	-0.1074	0.0168	0.0845
Si	26.5933	-0.8291	31.7532	-0.0614	0.0231	-0.0097
Si	30.0053	1.2649	29.7424	0.0249	0.1638	-0.1346
Si	28.0316	10.3661	30.8062	0.0306	-0.0723	0.0043
Si	27.3164	10.9842	37.0343	-0.0752	0.0386	0.091
Si	20.1176	10.3008	34.4481	-0.0617	0.0894	0.069
Si	28.5398	2.1288	34.6608	-0.0165	0.0568	-0.0726
Si	25.0757	9.0562	33.896	-0.0657	0.0959	-0.028
Si	3.2249	-1.2664	31.0569	-0.0538	0.0675	-0.0087
Si	18.7546	12.8607	33.4069	-0.0552	-0.022	0.0645
Si	29.5048	8.488	32.9086	0.0931	-0.0413	-0.0721
Si	34.1674	10.7864	35.8025	-0.0386	-0.0397	0.1091
Si	22.6005	-1.0928	33.7568	0.1139	-0.0247	0.0827
Si	9.7078	11.7416	35.695	-0.0051	-0.046	0.098
Si	7.1549	11.8327	28.6888	-0.0246	-0.0181	-0.1746
Si	4.8247	4.3324	31.2979	-0.0849	0.0073	0.0114
Si	7.6142	7.8942	34.4136	0.0003	-0.0554	-0.122
Si	2.8986	6.4888	35.7669	-0.1284	-0.034	0.1523
Si	12.3825	4.1789	34.3977	0.0768	0.1073	0.1041
Si	29.9986	-1.4721	35.8943	-0.0079	-0.0038	0.1869
Si	17.5185	-1.9119	35.7429	0.1213	-0.0905	0.0626
Si	13.3585	0.022	34.7074	0.13	-0.1154	0.0577
Si	13.9117	3.3147	36.7054	0.0185	-0.0903	0.1234
Si	12.777	7.1745	34.241	0.0709	-0.1129	-0.1232
Si	14.1838	0.7815	31.9768	0.0436	-0.0329	-0.0848
Si	6.9475	10.377	35.6387	0.0635	-0.1006	0.2067
Si	10.9771	-0.053	36.6125	-0.0192	0.0109	0.1678
Si	15.4978	11.972	35.991	0.0169	0.0062	0.0619
Si	16.5548	5.269	33.4638	0.0428	-0.0257	-0.078
Si	8.7154	6.2315	32.254	0.024	0.1153	-0.0615
Si	9.9266	1.8028	30.3111	-0.0433	-0.0474	-0.0812
Si	24.3759	10.3956	36.2525	-0.032	0.0871	0.2459
Si	28.9411	-1.3743	30.1355	-0.0463	-0.1581	-0.0565
Si	15.3907	7.2725	35.5541	-0.0096	0.046	0.1244
Si	25.2663	13.8875	33.7179	-0.0265	0.0728	0.0216
Si	16.1331	0.6102	35.9168	-0.0381	-0.0445	0.129
Si	24.8893	1.7014	35.822	0.0614	-0.1375	0.1363
Si	21.8374	11.3478	36.8524	0.0287	0.1155	-0.1044
Si	30.6732	3.2374	36.5006	0.0608	0.1071	0.1027
Si	25.4423	6.7823	35.9712	-0.0506	-0.0388	0.1263
Si	32.0346	8.3164	29.3658	-0.0963	0.0506	-0.0541
Si	29.3241	10.8125	34.7296	-0.0554	-0.0834	-0.0784
Si	22.4937	5.7479	36.4941	-0.0387	0.0191	0.1058
Si	34.7832	8.7139	33.8231	-0.0211	-0.0719	-0.0922
Si	24.5862	6.0341	31.6579	-0.0683	0.0006	-0.006
Si	26.2529	3.9962	34.9023	-0.0015	-0.0507	-0.0863
Si	32.6308	5.5394	36.7873	0.0592	0.0524	-0.1091
Si	33.5622	13.4554	29.6374	-0.0598	-0.0957	0.0736
Si	34.2768	0.8628	29.8734	0.0498	-0.1188	-0.0121
Si	1.3876	14.941	5.3746	0.0101	-0.005	-0.0117
Si	4.0636	1.3719	5.4004	-0.0048	0.0007	-0.0036
Si	1.3942	4.0915	5.4421	0.0065	-0.005	-0.0059
Si	4.0736	6.8148	5.4427	-0.0015	0.0123	-0.0094
Si	1.3103	9.5304	5.4007	0.0067	0.0241	-0.0085
Si	4.0302	12.2576	5.4396	-0.0114	0.0118	-0.0144
Si	6.7698	14.9846	5.4956	-0.0024	-0.0021	-0.006
Si	9.5117	1.4036	5.4618	-0.0176	-0.0027	0.0005
Si	6.7986	4.0333	5.4498	-0.0035	-0.0039	-0.0129
Si	9.5701	6.78	5.4661	0.0028	-0.0184	-0.0049
Si	6.7562	9.5299	5.4792	0.0017	0.0266	-0.0012
Si	9.5193	12.2518	5.5075	0.0149	0.0064	0.0274
Si	12.2536	14.9506	5.4781	-0.0074	-0.0021	0.0076
Si	14.9648	1.3614	5.4155	0.0182	-0.0214	0.0033
Si	12.2306	4.1114	5.3999	-0.005	0.0105	-0.0261
Si	14.9403	6.8136	5.4019	0.0008	0.0011	-0.0003
Si	12.255	9.5001	5.4176	0.0121	-0.0205	-0.0346
Si	14.9909	12.2	5.4292	0.0322	0.0145	-0.0068
Si	17.6643	14.9622	5.4302	-0.0236	0.0397	-0.0104
Si	20.3906	1.3709	5.4854	0.0095	-0.0248	0.0043
Si	17.6509	4.1152	5.4309	-0.0215	0.0138	-0.0065
Si	20.397	6.7914	5.4339	0.0075	0.0003	-0.0055
Si	17.6569	9.5034	5.3951	-0.0169	0.0067	-0.0162
Si	20.3936	12.2165	5.5086	0.0055	0.0233	-0.0032
Si	23.1137	14.9759	5.5101	-0.0149	0.0247	0.0026
Si	25.8782	1.3866	5.4692	-0.009	-0.008	-0.0184
Si	23.1118	4.1259	5.4968	0.0145	0.0085	-0.0007
Si	25.8606	6.7438	5.5089	-0.0229	-0.011	0.0031
Si	23.1316	9.49	5.456	-0.0116	-0.0011	-0.0133
Si	25.8413	12.2397	5.4892	0.028	0.0049	0.0075
Si	28.5793	14.9666	5.4686	0.0113	0.0039	-0.0111
Si	31.3185	1.3346	5.4752	0.0085	-0.0063	0.0022
Si	28.5795	4.0751	5.405	-0.0236	-0.0063	-0.0186
Si	31.3044	6.7925	5.4082	0.0055	-0.0018	-0.0128
Si	28.5996	9.4929	5.5147	-0.0219	-0.0149	0.0058
Si	31.3172	12.2448	5.4123	-0.0072	-0.0176	-0.0142
Si	2.7182	-0.0043	6.7626	0.0013	-0.0006	-0.0063
Si	5.4278	2.6962	6.8031	0.0079	0.0061	-0.0053
Si	2.7315	5.4515	6.8099	-0.0009	-0.0058	0.0059
Si	5.419	8.1592	6.8273	0.0106	-0.0097	-0.0002
Si	2.6789	10.88	6.7818	-0.0067	0.011	-0.0009
Si	5.4005	13.6067	6.8146	-0.0021	0.012	-0.0044
Si	8.1601	0.0222	6.8203	0.0057	-0.0008	-0.0079
Si	10.8785	2.7652	6.797	-0.0235	0.006	-0.0071
Si	8.1661	5.4205	6.7904	0.0242	-0.005	-0.0084
Si	10.9094	8.156	6.8123	-0.0021	-0.012	0.0004
Si	8.1424	10.8796	6.8285	0.0044	-0.0029	-0.0146
Si	10.882	13.6157	6.8428	-0.0265	0.0088	0.0071
Si	13.6113	0.013	6.803	0.001	0.0052	-0.0028
Si	16.3126	2.7275	6.7847	-0.0028	-0.0105	0.0036
Si	13.594	5.4512	6.7748	0.0083	0.0025	0.0046
Si	16.3096	8.1555	6.7758	-0.0025	-0.0046	-0.0003
Si	13.609	10.8624	6.7865	-0.0064	-0.0007	-0.0022
Si	16.3264	13.5836	6.7933	0.0202	-0.0128	0.0036
Si	19.0236	-0.0067	6.8109	0.003	-0.0117	-0.0039
Si	21.7607	2.7295	6.8297	0.0033	0.0127	-0.006
Si	19.0318	5.4445	6.7987	0.0024	-0.0097	0.0009
Si	21.7481	8.1535	6.8097	0.0006	-0.0014	-0.0071
Si	19.0042	10.8497	6.807	-0.0032	0.018	-0.0045
Si	21.7509	13.6004	6.8463	-0.0072	-0.006	-0.0067
Si	24.5082	0.0156	6.8261	0.022	-0.0235	-0.0077
Si	27.2352	2.7392	6.8178	-0.0053	0.0017	-0.0056
Si	24.4867	5.4312	6.8733	-0.0056	-0.0016	0.0143
Si	27.2133	8.1378	6.8414	0.0019	0.0102	-0.0008
Si	24.4832	10.8588	6.8248	0.0001	0.0033	-0.0122
Si	27.2163	13.6027	6.8255	-0.0137	0.0176	-0.0035
Si	29.9447	-0.0082	6.8287	0.001	-0.0006	0.0051
Si	32.6684	2.7272	6.8006	-0.0047	-0.0003	0.0073
Si	29.9365	5.4353	6.7738	-0.0045	0.0128	-0.0071
Si	32.6357	8.1595	6.7887	-0.0029	0.0096	0.002
Si	29.965	10.8915	6.8104	-0.0075	-0.0096	-0.0034
Si	32.6711	13.601	6.7742	0.0161	-0.0146	-0.0043
Si	1.376	1.3542	8.15	0.0011	-0.0006	0.0012
Si	4.088	4.0808	8.16	0.0077	0.0088	0.0009
Si	1.3599	6.808	8.1564	0.0039	0.0029	0.0068
Si	4.0515	9.5334	8.1559	0.0137	-0.009	-0.0005
Si	1.3563	12.2424	8.1639	-0.0026	-0.0047	0.006
Si	4.0585	14.9736	8.1651	-0.0022	-0.013	0.0081
Si	6.7889	1.3606	8.1781	-0.01	-0.0141	0.0076
Si	9.5165	4.0905	8.1763	0.0011	-0.0049	0.0067
Si	6.8042	6.7905	8.1524	-0.0114	0.0126	-0.0078
Si	9.52	9.5103	8.1597	-0.0186	-0.0066	-0.0086
Si	6.782	12.2549	8.1676	0.0216	0.0061	-0.0022
Si	9.5172	14.9817	8.1803	0.0229	0.0073	0.0051
Si	12.2376	1.3802	8.1447	0.0072	-0.0043	-0.0002
Si	14.9488	4.0848	8.1406	-0.0025	0.0026	-0.0015
Si	12.2558	6.7985	8.1682	-0.0063	0.0041	0.0098
Si	14.964	9.5135	8.1537	0.0086	0.0041	0.0045
Si	12.2478	12.2257	8.1579	-0.0156	0.0016	-0.008
Si	14.9629	14.9526	8.1512	-0.006	0.0048	-0.0126
Si	17.6701	1.3684	8.1559	0.0015	0.001	-0.0074
Si	20.3894	4.0874	8.1715	0.0005	-0.0021	-0.0058
Si	17.6693	6.8039	8.1501	0.0128	0.0101	0.0039
Si	20.383	9.5073	8.1658	0.0001	-0.0111	0.0008
Si	17.6756	12.2341	8.1679	-0.0001	-0.0024	0.0064
Si	20.3829	14.9612	8.1824	-0.0041	-0.012	0.0061
Si	23.1317	1.3655	8.1774	-0.013	0.0034	-0.0039
Si	25.8594	4.0647	8.1963	-0.0201	-0.007	0.0125
Si	23.1149	6.8106	8.188	0.0223	0.0074	-0.0019
Si	25.851	9.5096	8.1846	0.0033	0.0011	-0.0007
Si	23.1235	12.2287	8.1787	0.0022	0.0065	-0.0042
Si	25.8581	14.9646	8.1813	0.0095	0.009	0.004
Si	28.5847	1.3653	8.1738	0.0047	0.0022	-0.0053
Si	31.2925	4.0824	8.1497	0.0003	-0.0055	-0.0011
Si	28.5854	6.7779	8.1722	-0.0149	-0.0088	-0.0002
Si	31.2977	9.5174	8.1718	0.0036	0.0009	0.0033
Si	28.5844	12.2366	8.1681	0.0007	0.0031	0.0008
Si	31.3093	14.9443	8.16	-0.0134	0.0069	0.0094
Si	32.6556	-0.0011	9.5177	0.0061	-0.0021	-0.0021
Si	2.7275	2.7183	9.5167	0.0064	-0.0098	-0.0021
Si	32.6448	5.4435	9.5163	-0.0113	0.0133	-0.0013
Si	2.7134	8.1657	9.5236	-0.0049	0.0066	0.0062
Si	32.6488	10.8803	9.5312	0.0001	-0.0026	0.0065
Si	2.7131	13.6044	9.5247	-0.005	0.0071	0.0022
Si	5.43	-0.0003	9.5292	0.008	-0.0015	0.0029
Si	8.1543	2.7258	9.5275	0.0013	0.0063	0.0025
Si	5.4456	5.4395	9.521	0.0119	-0.0115	0.0032
Si	8.157	8.1552	9.5165	0.0155	-0.0116	0.0042
Si	5.4238	10.8867	9.5168	-0.0053	-0.0006	-0.0038
Si	8.1501	13.6122	9.5234	-0.008	0.011	0.0008
Si	10.8845	0.0229	9.5209	-0.0292	0.0028	0.0032
Si	13.5943	2.7307	9.5113	-0.0007	0.0067	-0.0016
Si	10.8805	5.4504	9.5246	-0.0083	0.0098	0.0086
Si	13.6079	8.1617	9.5228	0.0031	-0.0153	0.0053
Si	10.8762	10.8774	9.5164	0.0074	0.0046	-0.0002
Si	13.5994	13.5977	9.5135	0.0041	0.0011	0.003
Si	16.3162	-0.0014	9.5121	0.007	-0.005	0.0002
Si	19.0327	2.7197	9.5213	0.0067	-0.0084	0.0058
Si	16.3116	5.439	9.5065	0.004	-0.0051	-0.0017
Si	19.0287	8.1509	9.5254	-0.0052	0.0019	0.0037
Si	16.313	10.8762	9.5211	-0.003	0.0103	0.0019
Si	19.0343	13.5901	9.5319	0.0045	0.0019	0.0032
Si	21.7619	0	9.5247	0.0025	-0.0056	-0.0084
Si	24.4911	2.7114	9.5453	0.0239	-0.0124	0.0072
Si	21.7554	5.4404	9.5335	-0.0056	0.0022	-0.0026
Si	24.4848	8.1594	9.5431	-0.0242	0.0152	0.0062
Si	21.7524	10.8685	9.5238	-0.0093	0.0101	0.0006
Si	24.4907	13.5943	9.527	0.0074	-0.0053	0.0051
Si	27.2201	0.0044	9.5323	-0.007	-0.0011	0.0078
Si	29.9427	2.7251	9.5263	-0.009	0.0059	0.0016
Si	27.2198	5.4325	9.5401	0.0058	-0.0029	0.0021
Si	29.934	8.1538	9.526	-0.0044	0.0095	0.0008
Si	27.2189	10.8764	9.5275	-0.0061	-0.0047	-0.0002
Si	29.9416	13.5961	9.527	0.0094	-0.009	-0.003
Si	1.3634	14.9633	10.89	-0.0024	-0.0085	0.0036
Si	4.0803	1.3657	10.8886	0.0032	0.0042	0.0028
Si	1.3649	4.0802	10.8744	-0.0039	-0.0036	-0.0027
Si	4.0811	6.8041	10.8756	0.0066	0.0069	-0.0074
Si	1.3652	9.5234	10.8929	0.0037	0.0038	0.0042
Si	4.0762	12.2479	10.884	0.0071	0.0115	0.0043
Si	6.7937	14.9666	10.8879	-0.005	-0.0052	0.0096
Si	9.5172	1.3696	10.8844	0.0042	-0.0024	0.008
Si	6.7999	4.0863	10.8886	0.0022	0.004	0.0053
Si	9.5177	6.8066	10.8824	-0.0008	-0.0018	0.0065
Si	6.7919	9.5238	10.8683	0.0018	0.0022	-0.0086
Si	9.5158	12.2461	10.8715	-0.0052	-0.0015	-0.0042
Si	12.2391	14.9658	10.8695	-0.001	0.0035	-0.0048
Si	14.9537	1.3628	10.8662	-0.0074	-0.0074	-0.004
Si	12.2366	4.0851	10.8783	-0.0051	-0.003	0.0015
Si	14.9609	6.7974	10.8779	0.0017	0.0109	0.0019
Si	12.238	9.5211	10.8757	-0.0044	-0.0082	-0.0005
Si	14.9545	12.2401	10.8777	0.005	-0.006	0.0012
Si	17.6733	14.9593	10.877	0.004	-0.0052	-0.0015
Si	20.3992	1.3605	10.8777	0.0026	0.0023	0.0018
Si	17.6702	4.0806	10.8732	-0.0012	0.0022	-0.0029
Si	20.3921	6.7965	10.8883	0.0004	0.0013	-0.0022
Si	17.674	9.5175	10.8808	0.0046	0.0032	0.0051
Si	20.3999	12.2316	10.8846	0.0001	0.0047	0.005
Si	23.1239	14.9541	10.8798	-0.0048	-0.0005	0.0025
Si	25.8536	1.3512	10.8963	-0.0106	-0.0041	0.0048
Si	23.1238	4.0795	10.8872	-0.0043	-0.0007	-0.0024
Si	25.8517	6.7946	10.891	0.0031	0.0009	0.0009
Si	23.118	9.5183	10.8905	0.0104	-0.0027	-0.0011
Si	25.8535	12.2355	10.8848	0.0062	0.0052	0.0015
Si	28.5795	14.9582	10.8841	0.0059	0.0101	-0.0005
Si	31.2973	1.3588	10.881	-0.0016	0.0007	0.0001
Si	28.5792	4.0735	10.8946	-0.0076	-0.0008	0.0002
Si	31.292	6.7982	10.8889	0.0016	-0.0022	-0.0015
Si	28.5724	9.5116	10.8871	-0.0028	-0.002	0.0051
Si	31.2896	12.2353	10.8928	-0.007	-0.0087	0.0052
Si	2.7226	0.0051	12.2491	-0.0009	-0.0014	0.0002
Si	5.4399	2.7267	12.2467	0.0006	-0.0024	0.0027
Si	2.7225	5.4424	12.2363	0.0039	-0.001	-0.0043
Si	5.4376	8.1679	12.2365	0.0044	-0.0007	0.0011
Si	2.7232	10.8878	12.2483	0	-0.0071	-0.0008
Si	5.4352	13.6072	12.2454	0.0056	-0.003	0.0018
Si	8.1561	0.0094	12.2426	-0.0023	-0.0015	0.0012
Si	10.8762	2.7302	12.2409	-0.0043	0.0062	0.0056
Si	8.1591	5.4491	12.2438	0.004	0.0025	0.0032
Si	10.876	8.1678	12.238	-0.0065	0.0022	0.0017
Si	8.1511	10.8882	12.2285	0.0016	-0.0021	0.0003
Si	10.8742	13.6095	12.2301	-0.0052	0.0027	0.002
Si	13.5967	0.0056	12.2297	0.0028	0.0013	0.0053
Si	16.3123	2.7185	12.2301	0.0062	0.002	0.0023
Si	13.5955	5.4436	12.2363	-0.0007	-0.0024	0.0023
Si	16.3148	8.158	12.2391	0.0021	-0.0056	0.0023
Si	13.5923	10.8834	12.236	-0.0075	0.0056	0.0008
Si	16.3145	13.5999	12.2352	-0.0036	0.0076	0.0044
Si	19.0396	-0.0043	12.2316	0.0016	-0.0061	0.0009
Si	21.7609	2.7159	12.2383	0.0049	-0.0013	0.0031
Si	19.0306	5.434	12.2392	0.0049	0	0.0013
Si	21.7584	8.1544	12.2446	-0.0026	0.004	0.0022
Si	19.0366	10.8745	12.2403	0.0012	-0.0002	0.0002
Si	21.7645	13.5925	12.2378	-0.0002	-0.0061	0.0022
Si	24.4862	-0.0112	12.2428	0.0141	-0.003	0.001
Si	27.2152	2.7134	12.2493	0.0038	0.0002	0.0047
Si	24.4886	5.4343	12.2461	0.0017	0.0015	-0.0002
Si	27.2113	8.1547	12.2496	-0.0047	0.0048	-0.0009
Si	24.4874	10.8763	12.2427	-0.0123	0.0012	0.0021
Si	27.2152	13.5962	12.2414	-0.0043	-0.0069	-0.0012
Si	29.9365	-0.0007	12.2427	-0.0017	-0.0029	0.0012
Si	32.651	2.7214	12.2429	0.0009	-0.0024	-0.0026
Si	29.9344	5.4374	12.2516	-0.0031	0.0048	-0.001
Si	32.6476	8.1604	12.25	-0.0019	0.0039	0.0003
Si	29.9299	10.8727	12.2482	-0.0003	0.0007	-0.0003
Si	32.6472	13.6009	12.2494	-0.0034	0.0078	0.0013
Si	1.3649	1.3648	13.6097	-0.0036	0.0044	0.0045
Si	4.0788	4.0872	13.6033	0.0038	0.0002	0.0008
Si	1.3683	6.7994	13.6054	0.002	0.002	-0.0019
Si	4.0844	9.5285	13.604	0.0031	0.0045	0
Si	1.3675	12.2463	13.6116	0.0036	-0.001	-0.0001
Si	4.0818	14.9681	13.61	0.0053	-0.0001	0.0038
Si	6.7995	1.3692	13.6066	0.0041	0.0022	0.0053
Si	9.5184	4.0907	13.6025	0	0.0006	0.0017
Si	6.7975	6.8126	13.5988	0.0035	-0.0023	-0.0021
Si	9.5118	9.5324	13.5894	0.0038	-0.0018	-0.0055
Si	6.7984	12.2485	13.5986	-0.0053	0.0029	-0.001
Si	9.5174	14.9681	13.5974	-0.0045	0	0.0016
Si	12.2378	1.3656	13.5924	-0.0062	-0.0034	-0.0035
Si	14.9537	4.079	13.5911	-0.0063	-0.001	-0.0023
Si	12.2334	6.8045	13.5944	-0.002	0.0031	-0.0019
Si	14.9503	9.5199	13.5931	0.0028	-0.0029	-0.0033
Si	12.2314	12.2484	13.5907	0.0036	-0.0038	0.0004
Si	14.9555	14.9651	13.5887	-0.0021	-0.0049	-0.0002
Si	17.6763	1.3561	13.5849	0.0035	-0.0039	-0.0027
Si	20.3961	4.0729	13.5931	-0.0033	0.0019	-0.0016
Si	17.6725	6.7959	13.5968	0.0002	0.0074	-0.0025
Si	20.3978	9.5157	13.5999	-0.0013	-0.002	0.0018
Si	17.674	12.2378	13.5927	0.0072	-0.0009	0.0009
Si	20.3985	14.952	13.5892	0.0062	0.0009	0.0002
Si	23.1238	1.3528	13.5937	-0.0059	-0.003	-0.0011
Si	25.8509	4.0726	13.603	-0.0032	-0.0002	-0.0024
Si	23.1238	6.7939	13.6002	-0.0023	0.001	-0.0014
Si	25.8466	9.5147	13.6038	0.0025	-0.0003	-0.0011
Si	23.1262	12.2352	13.6	0.0103	0.0008	0.0033
Si	25.8498	14.9508	13.6003	-0.0031	0.0005	0.0026
Si	28.5748	1.3523	13.6058	-0.0047	-0.0002	-0.0009
Si	31.2923	4.0755	13.6095	-0.0028	0.0022	0.0023
Si	28.5725	6.7953	13.6102	-0.002	0.0006	0.0024
Si	31.2902	9.5187	13.6118	-0.003	-0.004	0.0014
Si	28.5708	12.2349	13.6043	0.004	-0.002	-0.0006
Si	31.2903	14.9611	13.6082	-0.0028	-0.0017	0.001
Si	32.6468	0.0026	14.9705	-0.0032	-0.0054	-0.0027
Si	2.723	2.7275	14.9687	0.0049	-0.0019	-0.0021
Si	32.6518	5.4372	14.9679	0.0023	0.0037	-0.006
Si	2.7255	8.1666	14.962	0.0037	0.0002	-0.0028
Si	32.6486	10.8846	14.9689	-0.0034	-0.0046	-0.0031
Si	2.7239	13.6099	14.9729	-0.0046	-0.0012	-0.002
Si	5.4403	0.0111	14.9694	-0.0048	-0.0044	-0.0015
Si	8.1587	2.7337	14.9626	0.002	0.0014	0.0017
Si	5.4379	5.4531	14.9577	0.0021	0.0038	-0.0039
Si	8.1559	8.1775	14.9551	0.0031	0.009	-0.0037
Si	5.4401	10.8947	14.9638	0.01	-0.0001	-0.0021
Si	8.1549	13.6126	14.9591	-0.0016	-0.0072	-0.0021
Si	10.8779	0.0107	14.9542	0.0035	0.0032	-0.0008
Si	13.5954	2.7239	14.9542	0.0016	-0.0001	0.003
Si	10.8761	5.4513	14.9613	-0.0023	-0.0008	0.0019
Si	13.5879	8.1649	14.9536	-0.0061	-0.0031	0.0007
Si	10.866	10.894	14.95	-0.0114	-0.0048	-0.0038
Si	13.5932	13.6092	14.946	0.003	0.0097	-0.0013
Si	16.3184	0.0002	14.9477	0.0026	0.0056	-0.0028
Si	19.0359	2.7096	14.9467	0.0033	-0.0002	-0.0001
Si	16.3101	5.4364	14.9522	0.0026	-0.001	0.0033
Si	19.0334	8.1547	14.9524	0.0029	-0.0051	0.0017
Si	16.3106	10.8795	14.9489	-0.0046	0.0028	-0.001
Si	19.0365	13.5956	14.9497	0.0007	0.0006	-0.0001
Si	21.7617	-0.0113	14.9455	0.0002	-0.0008	-0.0002
Si	24.4885	2.7069	14.9536	0.0074	0.0052	-0.0015
Si	21.7602	5.4287	14.9501	0.002	-0.0001	-0.0017
Si	24.4857	8.1515	14.9606	-0.0021	-0.0005	-0.0012
Si	21.7613	10.8755	14.956	0.0006	-0.0028	-0.0012
Si	24.4908	13.5904	14.9596	-0.0043	-0.0014	0.0021
Si	27.2116	-0.0108	14.9587	0.0064	0.0001	-0.0039
Si	29.9337	2.7098	14.9679	-0.0039	-0.0015	-0.0035
Si	27.212	5.4292	14.9647	-0.0001	0.0008	-0.0031
Si	29.9333	8.1554	14.9706	0.0018	0.0035	-0.004
Si	27.2096	10.8744	14.9621	-0.0066	-0.0028	-0.0009
Si	29.9311	13.5964	14.963	-0.0055	-0.0004	-0.0011
Si	1.3659	14.9694	16.3348	0.0013	0.0023	0.0013
Si	4.0795	1.3696	16.3312	0.0077	0.0073	0.0055
Si	1.3661	4.0816	16.3357	-0.0067	0.0027	0.0048
Si	4.0842	6.8115	16.3238	0.0039	0.0016	-0.0027
Si	1.3697	9.5259	16.3253	0.0037	0.0019	-0.0027
Si	4.0869	12.2554	16.3322	0.0064	-0.0058	0.0029
Si	6.8031	14.975	16.3277	0.0064	-0.0004	0.0014
Si	9.525	1.3765	16.3167	-0.004	-0.003	-0.0043
Si	6.7961	4.0971	16.3178	-0.0032	0.0072	-0.0044
Si	9.5143	6.8195	16.314	-0.0023	0.0022	-0.002
Si	6.8033	9.5405	16.3203	-0.001	-0.0095	-0.0009
Si	9.5129	12.2543	16.3182	0.0039	0.0034	0.0011
Si	12.239	14.9701	16.3097	-0.0017	-0.0043	-0.0037
Si	14.9595	1.3605	16.3064	0.0027	-0.0056	-0.0061
Si	12.2383	4.0879	16.3156	0.0012	-0.0013	-0.0054
Si	14.9455	6.7983	16.3074	-0.0012	0.0011	-0.0043
Si	12.2225	9.5308	16.3046	-0.0003	0.007	-0.0042
Si	14.9517	12.2476	16.3013	-0.0035	-0.0055	-0.0043
Si	17.6756	14.9569	16.3063	0.0026	-0.0039	0.0017
Si	20.3965	1.3433	16.3005	0.0037	-0.0038	-0.004
Si	17.6701	4.0659	16.3012	0.0025	0.0008	-0.0047
Si	20.3943	6.7874	16.3018	-0.0003	0.0052	-0.0049
Si	17.6677	9.5154	16.3055	0.0057	-0.003	-0.0033
Si	20.3944	12.2347	16.3099	0.0007	0.0009	0.0017
Si	23.1214	14.9505	16.3067	0.0002	0.0056	-0.0045
Si	25.848	1.3452	16.3139	-0.0043	-0.0037	-0.002
Si	23.1214	4.0634	16.3051	-0.0077	0.0006	-0.0027
Si	25.8469	6.7869	16.3181	0.0015	0.0002	0.0026
Si	23.1235	9.5149	16.3141	-0.0029	-0.0034	0.0049
Si	25.8542	12.2355	16.323	0.0039	-0.0108	0.003
Si	28.5711	14.9526	16.3219	-0.0038	-0.0015	-0.0073
Si	31.2878	1.3532	16.338	-0.0026	0.0049	0.003
Si	28.5696	4.0636	16.3246	0.0002	0.0021	0
Si	31.2947	6.7946	16.3296	-0.0014	-0.0028	0.0027
Si	28.5721	9.5178	16.3234	0.0021	0.0007	-0.0018
Si	31.2928	12.2466	16.3292	-0.0057	0.0021	-0.0009
Si	2.7217	0.0109	17.6985	-0.013	-0.0109	-0.0066
Si	5.4386	2.7403	17.6806	0.0029	-0.0079	-0.0045
Si	2.7256	5.4534	17.6863	0.0234	0.0119	-0.0016
Si	5.4433	8.1819	17.6755	0.0141	0.018	-0.0079
Si	2.7235	10.8929	17.6863	-0.0069	-0.0122	-0.0069
Si	5.443	13.6222	17.6955	-0.001	-0.0038	-0.0003
Si	8.168	0.0226	17.6786	-0.004	0.0022	0.0015
Si	10.8827	2.7346	17.6807	0.0005	0.0002	0.0061
Si	8.151	5.4661	17.6719	0.0023	-0.0067	0.0016
Si	10.8694	8.1788	17.6774	-0.0079	0.0011	0.0031
Si	8.1551	10.9024	17.6881	-0.0038	0.0005	-0.0053
Si	10.8755	13.6185	17.6689	-0.0039	0.0019	-0.003
Si	13.6052	0.0035	17.6675	0.0023	0.0113	-0.005
Si	16.3142	2.7142	17.6723	0.0031	0.0021	0.0007
Si	13.5941	5.4439	17.6801	-0.0061	-0.0003	0.0046
Si	16.3022	8.1579	17.6605	-0.0043	-0.0017	0.0042
Si	13.5779	10.8991	17.6521	0.0059	-0.0068	-0.006
Si	16.3128	13.6001	17.6642	0.0005	0.0053	-0.0028
Si	19.0351	-0.0068	17.667	0.0109	0.0057	-0.0034
Si	21.7653	2.6906	17.6554	-0.0035	0.0044	-0.0069
Si	19.0343	5.4187	17.6512	-0.0034	-0.0014	-0.0026
Si	21.753	8.1471	17.6564	-0.0026	-0.0082	-0.0027
Si	19.0247	10.8758	17.6623	-0.0002	-0.0021	-0.0001
Si	21.7538	13.5988	17.6648	0.0087	-0.002	-0.0068
Si	24.4869	-0.0192	17.6669	-0.0037	-0.0006	-0.0045
Si	27.21	2.6941	17.6803	0.004	0.0059	-0.0015
Si	24.4834	5.4156	17.6662	-0.0016	-0.0038	-0.0027
Si	27.2145	8.1457	17.6723	-0.0001	0.0027	-0.001
Si	24.4878	10.8755	17.6727	0.0021	0.0028	0
Si	27.2175	13.5954	17.6862	0.0144	0.0138	0.002
Si	29.9263	-0.016	17.6928	-0.0122	-0.0115	-0.0086
Si	32.6524	2.7113	17.697	0.0004	0.002	-0.0004
Si	29.9401	5.4166	17.6792	-0.006	0.0061	-0.0109
Si	32.6541	8.1635	17.6858	0.0019	0.0011	-0.0077
Si	29.9301	10.8856	17.6821	-0.0005	-0.0106	-0.0044
Si	32.6464	13.6111	17.696	-0.0057	-0.0081	-0.0053
Si	34.0045	1.3585	19.0742	0.0065	0.0016	0.0053
Si	4.0796	4.0943	19.0469	0.0018	0.0027	-0.0005
Si	34.0152	6.8137	19.0533	-0.0176	0.0055	0.0055
Si	4.0898	9.5391	19.0407	0.016	-0.0134	-0.0059
Si	34.0096	12.2543	19.0498	0.0137	0.0017	-0.0077
Si	4.0855	14.9836	19.0616	0.0108	0.0053	0.0032
Si	6.8109	1.3914	19.0322	-0.0044	0.0016	-0.0021
Si	9.5171	4.1119	19.0226	-0.014	0.0144	-0.0068
Si	6.7974	6.8297	19.0388	-0.016	0.0117	-0.0046
Si	9.5155	9.5434	19.0452	0.0037	-0.0106	0.0017
Si	6.8052	12.269	19.0573	0.0081	-0.0053	0.0089
Si	9.5359	14.9898	19.0346	0.0052	-0.0075	-0.0004
Si	12.2586	1.3719	19.0272	0.0087	-0.0137	-0.0034
Si	14.9558	4.0748	19.0346	0.0068	-0.0053	-0.0039
Si	12.2311	6.815	19.0303	0.0067	-0.0031	-0.0001
Si	14.9323	9.5358	18.9975	-0.0195	0.0156	-0.0148
Si	12.231	12.2595	19.0261	-0.0063	0.007	-0.0077
Si	14.9569	14.9571	19.0291	0.0057	-0.006	-0.0056
Si	17.67	1.3446	19.0284	-0.0039	0.0028	-0.0063
Si	20.3912	4.0409	18.9972	0.0074	-0.0017	-0.0137
Si	17.6596	6.7724	18.9966	0.0169	-0.004	-0.0087
Si	20.3829	9.5045	19.0067	0.0058	0.0023	0.0032
Si	17.6661	12.2379	19.0245	0.0025	-0.0075	0.0062
Si	20.3915	14.9538	19.0294	-0.0103	0	-0.0002
Si	23.12	1.3289	19.0225	0.0045	-0.0075	-0.0071
Si	25.8322	4.0402	19.028	0.0003	0.009	0.0045
Si	23.1115	6.778	19.0053	-0.0105	0.0102	0.0029
Si	25.8603	9.5157	19.022	0.0007	-0.0159	0.0019
Si	23.1217	12.2465	19.0176	-0.0198	-0.003	-0.0055
Si	25.8468	14.951	19.0359	-0.012	0.0039	-0.0076
Si	28.5595	1.3294	19.053	0.0084	-0.002	-0.0061
Si	31.2899	4.0604	19.0569	-0.0038	-0.0022	0.0041
Si	28.5732	6.7708	19.0233	0.0188	-0.0032	0.0084
Si	31.2918	9.5267	19.0353	-0.0185	0.0137	-0.0034
Si	28.5919	12.2544	19.0533	-0.0021	-0.0161	0.0003
Si	31.2887	14.9621	19.0696	-0.0013	0.0061	0.0004
Si	32.6396	-0.0007	20.4446	0.0026	-0.006	0.0004
Si	2.7293	2.7323	20.4182	0.0048	-0.0015	-0.0031
Si	32.6615	5.4311	20.3983	0.0011	0.0074	-0.0012
Si	2.7395	8.1844	20.4107	0.0199	0.0096	0.0007
Si	32.642	10.8974	20.3998	-0.0086	-0.0107	-0.0031
Si	2.7233	13.6176	20.4181	-0.0266	-0.0153	0.0016
Si	5.4531	0.046	20.3995	0.0128	0.0036	-0.0013
Si	8.165	2.763	20.3862	-0.0038	-0.0124	-0.0002
Si	5.4329	5.4729	20.3923	-0.0038	0.0027	0.0027
Si	8.1499	8.1905	20.4067	0.0006	0.0057	0.0093
Si	5.4275	10.9123	20.4082	-0.0109	-0.0113	-0.0001
Si	8.1771	13.6442	20.3994	-0.0089	0.0088	0.0031
Si	10.9158	0.017	20.3923	-0.0141	0.0034	0.0045
Si	13.6086	2.7179	20.4072	-0.0044	0.006	0.0109
Si	10.8652	5.4673	20.3928	-0.0009	-0.0056	0.0098
Si	13.5889	8.1892	20.3724	0.0073	0.0046	0.004
Si	10.8779	10.9116	20.3957	0.0086	-0.0012	0.0021
Si	13.5878	13.6126	20.3912	0.0059	-0.0033	0.0038
Si	16.3156	-0.0146	20.3947	0.0044	0.0077	0.0022
Si	19.0394	2.696	20.3778	0.0105	-0.0008	0.0042
Si	16.322	5.4249	20.389	-0.0047	0.0041	0.0169
Si	19.0105	8.1288	20.3409	-0.0076	0.0006	0.0099
Si	16.2714	10.8915	20.3633	0.0009	-0.0146	0
Si	19.0222	13.6007	20.3853	0.0033	-0.0071	0.002
Si	21.759	-0.0184	20.3921	0.007	0.0072	-0.0017
Si	24.4831	2.6625	20.3938	-0.0133	0.0002	-0.0009
Si	21.7554	5.387	20.3418	-0.001	0.0052	0.0043
Si	24.4813	8.1427	20.3443	0.002	-0.0027	0.0054
Si	21.7438	10.8818	20.3432	0.0056	-0.0012	-0.0008
Si	24.4767	13.6036	20.3895	0.0044	0.0012	0.0053
Si	27.1928	-0.0239	20.4225	0.0043	-0.0167	0.0042
Si	29.9387	2.6681	20.4076	0.0032	0.012	0.0021
Si	27.2136	5.3895	20.365	0.0004	0.0017	0.0052
Si	29.9377	8.1399	20.368	-0.002	0.0024	-0.0038
Si	27.2187	10.8888	20.3807	0.0149	0.001	0.0032
Si	29.9507	13.6011	20.4498	-0.0068	0.0075	0.0067
O	33.2426	13.9688	28.1289	-0.3052	-0.3361	-0.3554
O	5.6597	11.3118	35.6627	-0.1346	0.2199	-0.2889
O	28.5914	1.7315	29.1629	0.0646	-0.1937	-0.3629
O	26.1543	6.3312	31.8599	-0.1977	-0.0908	0.3835
O	3.8339	12.1926	28.7021	0.1632	0.4162	0.3074
O	33.1678	8.5963	28.2669	0.1977	-0.1034	-0.043
O	8.7104	12.2311	28.4449	0.354	0.2028	0.4019
O	8.2942	0.1225	27.5128	0.1168	0.0162	0.0629
O	15.4515	-0.2209	31.9588	0.0705	-0.3065	0.487
O	18.5983	13.8054	34.7146	0.5869	-0.014	0.0565
O	30.8193	11.3978	34.8558	0.2105	-0.2807	-0.2601
O	9.3772	0.7344	33.4789	0.6014	0.3342	0.374
O	3.8683	4.0539	30.0318	0.4416	-0.0058	-0.3583
O	7.2299	4.6182	28.5965	0.2441	-0.3421	0.4094
O	10.1448	6.9922	32.1304	0.0174	0.0841	0.2128
O	5.3779	8.4012	27.3905	-0.1665	0.1501	0.3589
O	10.4027	9.8356	33.0234	0.138	-0.2929	-0.2607
O	15.5625	7.1386	28.4432	0.0604	-0.1122	0.2348
O	14.224	1.1743	28.2545	-0.489	0.3877	0.2049
O	9.9964	1.6613	28.6962	0.0753	0.3412	0.0413
O	13.1709	0.4505	33.1701	-0.2884	0.0378	-0.2747
O	14.6291	11.7285	28.71	-0.2069	-0.0437	0.0391
O	34.4202	-1.3481	36.9212	0.3248	-0.3883	-0.0758
O	12.2835	9.9144	28.5213	0.5194	0.532	0.1329
O	18.4192	-1.6136	28.5315	-0.0163	-0.4212	0.0768
O	24.0219	9.3073	37.4122	0.3808	-0.4903	-0.2208
O	16.3698	13.4157	27.6301	-0.0059	0.0207	0.4454
O	20.0268	6.295	28.337	0.1839	0.2543	0.4998
O	23.4288	10.1278	27.9536	-0.1497	0.2242	0.0456
O	26.2533	5.4884	35.4583	0.2878	-0.0753	0.2519
O	19.1006	10.8209	27.5858	0.0714	0.1038	0.357
O	22.6383	-1.7542	28.5813	0.0036	0.1946	0.4795
O	28.3495	4.8544	31.8832	0.39	0.0839	-0.1798
O	22.7141	4.2429	28.4951	0.2747	0.4	0.537
O	25.6076	7.8394	34.7847	0.115	-0.2733	-0.0853
O	32.6574	7.6151	30.6702	0.5082	-0.4364	-0.0999
O	30.9565	1.0027	28.4717	-0.0347	-0.284	0.1239
O	31.0312	7.9879	32.7046	-0.071	-0.0067	0.2482
O	7.0105	10.2567	28.3152	0.0775	-0.2813	0.5187
O	3.3391	2.9528	35.0155	0.1387	-0.2197	-0.0505
O	4.4115	0.7227	28.6029	-0.5993	0.0192	0.2722
O	8.4916	2.8611	38.217	0.0243	-0.0992	-0.3244
O	10.6142	10.4063	35.5617	0.2672	-0.195	0.4372
O	10.8245	13.6631	27.6955	0.1638	-0.0848	0.2206
O	13.6405	3.8836	30.4985	0.4383	-0.2	-0.4091
O	3.6577	5.5257	34.7252	0.3259	0.1821	-0.3653
O	15.9737	0.3367	37.5296	0.0778	-0.6941	0.2578
O	21.9335	10.5199	38.2621	-0.4729	0.0307	0.1942
O	13.6686	5.5338	27.5998	-0.0172	-0.1224	0.2437
O	25.8829	1.2007	37.0282	0.2631	-0.3449	-0.3226
O	16.3302	10.792	35.2889	-0.2503	-0.0497	-0.3571
O	23.3925	0.052	32.9588	-0.307	0.0345	-0.2682
O	17.9809	4.607	28.3987	-0.4164	0.0905	0.397
O	11.8231	-1.0065	37.5937	-0.1794	-0.1286	-0.1721
O	4.3088	12.8904	37.3127	-0.3562	0.6861	-0.1096
O	15.2496	9.3681	29.7328	0.0089	-0.3041	-0.0177
O	27.1121	16.1261	0.0113	-0.1756	-0.0273	-0.1548
O	17.7633	9.9871	37.3	0.0312	0.547	-0.0956
O	28.6383	11.0442	36.1569	0.4824	0.0051	0.3791
O	24.6911	2.9327	38.3947	0.0334	0.0523	-0.195
O	13.0796	3.0835	35.3511	0.0424	-0.3714	-0.2332
O	23.3752	1.3177	36.1921	-0.2744	0.5403	-0.1572
O	13.7661	13.628	38.2739	-0.07	-0.0911	-0.3938
O	9.1641	5.113	35.8301	0.3252	-0.0731	0.1137
O	20.2825	3.8681	29.412	-0.1046	-0.4155	0.0508
O	8.2103	11.3115	35.2516	-0.1616	0.2242	-0.5775
O	31.7987	4.3426	36.052	-0.1336	-0.1542	-0.3487
O	5.5087	10.6271	32.0837	0.1788	0.1302	0.2803
O	15.1367	-0.949	29.4656	0.292	-0.2914	-0.3188
O	11.9254	8.1583	30.4794	0.2279	-0.1453	-0.0407
O	34.9454	14.1158	30.1433	0.3815	-0.2543	-0.0578
O	29.9531	8.3734	38.2645	-0.0453	-0.1051	-0.551
O	11.6358	5.519	30.6106	-0.2262	0.0856	-0.2225
O	26.1806	-1.4975	34.7045	-0.0794	-0.0864	0.5391
O	24.2154	4.5856	31.0342	0.4419	-0.0967	-0.7057
O	22.9951	-0.9665	37.4692	0.1045	0.0081	-0.4256
O	11.4856	10.6922	38.3176	0.1622	0.2046	-0.4261
O	5.1206	5.9194	31.217	0.0319	0.3111	0.3137
O	9.0435	6.4888	28.4496	0.3298	-0.2372	0.2571
O	23.8874	6.5259	36.311	-0.1144	0.2157	0.3078
O	4.2077	13.2088	34.6596	-0.004	-0.2933	-0.2488
O	31.7023	0.5748	32.8344	-0.2626	-0.1042	-0.1305
O	6.9995	1.6441	32.8719	-0.591	0.0587	0.325
O	17.4797	0.0191	30.2928	-0.0275	0.6463	0.3366
O	8.7799	4.9528	33.22	-0.4346	-0.2969	-0.0355
O	19.4286	8.1933	38.2052	-0.2051	-0.1731	-0.1012
O	16.3728	13.3213	36.0271	-0.2161	0.2703	-0.031
O	34.2844	0.0028	28.5001	0.1654	0.2304	0.0618
O	29.6691	13.8009	31.0034	-0.5632	-0.4446	0.2607
O	31.3265	2.0842	37.4249	0.1804	0.0096	-0.2023
O	11.0027	5.632	38.336	-0.1303	-0.1568	-0.6144
O	19.8419	11.7204	33.7344	0.408	0.0887	0.0574
O	11.9018	3.8922	28.512	-0.5539	-0.1266	0.142
O	9.7411	12.2946	37.215	-0.03	0.6018	-0.2346
O	32.842	0.9735	30.5815	-0.4178	-0.4359	-0.1205
O	13.6304	-1.5665	34.8076	0.2458	-0.0207	0.2737
O	6.375	-1.0654	28.5575	0.1208	-0.43	0.2175
O	9.7032	-0.8445	36.0343	0.0942	-0.4077	-0.2847
O	25.5887	11.4502	28.5493	0.4278	-0.0144	0.3094
O	15.1947	11.5698	37.5239	-0.1092	-0.6928	0.1096
O	21.0364	12.5089	28.2071	0.1151	0.137	0.0736
O	34.4607	4.6288	28.3648	0.3514	0.3947	-0.0866
O	15.0801	6.8434	37.089	-0.0849	-0.5083	0.0164
O	29.1119	-1.5187	28.5431	0.2838	-0.0882	-0.1848
O	17.8223	4.234	36.9422	0.245	0.6086	-0.2299
O	16.6648	8.2422	35.5946	0.4059	-0.1214	-0.271
O	11.9914	0.4021	35.4562	-0.2391	0.1981	-0.0769
O	4.0991	1.6887	37.178	0.307	0.1666	-0.1409
O	5.7396	0.0994	38.2981	0.1359	-0.0686	-0.0309
O	13.0656	4.4136	37.4931	0.2024	0.2556	-0.4554
O	22.092	4.2312	32.6103	-0.3734	-0.3519	0.1174
O	7.7933	-2.0533	34.6713	0.3509	-0.4038	0.2303
O	31.4439	11.5546	37.494	0.1223	-0.722	-0.1823
O	2.5815	10.0956	28.1458	0.5268	-0.1666	-0.0696
O	31.3015	9.6749	29.8351	-0.2025	0.0766	-0.089
O	25.7787	12.3594	33.7847	-0.3057	-0.1511	0.0639
O	9.1002	8.3605	34.8118	0.1995	-0.2606	0.2184
O	28.4372	2.4287	33.0545	0.0701	-0.4548	-0.1763
O	33.9189	9.9203	34.4638	-0.5177	0.1553	-0.3848
O	10.8358	3.7965	34.2932	0.0072	-0.6338	-0.3764
O	3.875	6.4797	37.0658	0.4324	-0.3585	-0.3019
O	30.0145	2.5169	35.2077	0.3459	-0.1728	-0.188
O	13.5443	8.612	38.2517	0.1232	-0.0152	-0.5983
O	10.4252	1.2518	37.3931	0.2019	0.3615	-0.4764
O	12.4244	12.9708	33.2728	0.0066	-0.4143	-0.5153
O	31.1716	11.8466	31.4114	-0.0168	-0.2173	0.5754
O	8.8559	6.9971	37.6197	-0.3243	0.6826	-0.1635
O	8.0492	-1.1574	32.2142	-0.0297	-0.1672	-0.4041
O	20.9381	12.6011	37.2948	-0.3089	0.2606	-0.5009
O	4.8073	8.4584	30.7786	0.2435	-0.0895	-0.2808
O	16.8325	-0.5948	35.1188	-0.1307	-0.0187	-0.414
O	26.4008	9.8725	33.4837	0.3901	-0.3997	0.1843
O	29.0418	9.5549	31.7887	-0.0099	0.0623	-0.048
O	12.589	5.7065	34.9108	0.0764	-0.0268	0.3309
O	21.3954	-1.4819	32.7865	0.0529	0.0277	0.3155
O	17.0012	7.5932	30.6136	-0.3769	0.0259	0.0315
O	25.5402	-1.9807	32.1778	-0.2054	-0.1832	-0.4526
O	33.9259	11.8724	29.5948	-0.4315	-0.3198	0.1177
O	34.3107	4.383	33.5577	-0.3282	0.1553	0.4397
O	27.5567	5.448	38.3104	-0.0449	-0.0081	-0.272
O	23.9942	7.1573	30.6336	-0.1798	-0.1485	-0.4507
O	19.2995	0.7902	28.4507	-0.4251	0.0606	0.0389
O	27.1517	13.3816	27.632	-0.0857	0.1536	0.5521
O	31.0708	7.2622	28.6203	-0.2959	-0.1809	0.3607
O	6.142	12.7216	27.7563	0.4273	0.3249	-0.2853
O	22.0072	5.3453	35.0088	-0.1486	-0.3756	-0.0647
O	17.0513	1.9263	35.7634	0.3831	-0.1751	-0.3423
O	6.8549	12.81	32.6985	0.1329	-0.1525	0.3576
O	14.129	12.2168	35.1734	-0.4596	-0.4145	-0.0057
O	16.2927	2.7434	27.6189	0.071	0.0018	0.3988
O	24.2195	9.8748	30.3493	0.1422	0.1593	0.1605
O	10.5858	-1.5238	32.8547	0.2859	0.2192	0.0109
O	22.735	4.4548	37.4345	-0.1599	-0.1807	-0.1018
O	28.4994	8.546	28.1246	0.1547	-0.338	0.0751
O	14.964	13.3709	32.9758	0.0757	0.4009	0.0854
O	33.3427	-0.8144	34.4681	0.0415	-0.3508	-0.317
O	16.336	-0.0159	0.3004	-0.0661	-0.0788	0.1487
O	14.016	2.0547	37.7138	-0.4789	-0.0687	0.0324
O	35.4963	8.3534	38.3782	0.1972	-0.0481	-0.0006
O	33.0298	5.0367	38.2711	-0.4207	0.1649	0.4604
O	10.5106	10.3548	30.4901	-0.1961	-0.0371	-0.301
O	29.5208	3.9683	37.3675	-0.0045	0.3352	-0.2232
O	33.212	12.0911	35.6886	0.3112	0.482	-0.3932
O	14.8148	2.2499	32.1531	0.6555	-0.106	-0.0034
O	7.508	0.4736	35.2872	-0.2748	0.2221	0.4682
O	34.0844	4.5259	30.9386	-0.1712	0.1042	-0.2326
O	4.7192	-1.1655	30.4728	0.207	-0.2572	0.4576
O	30.6397	2.2422	30.8606	-0.1241	0.3947	-0.0206
O	4.1215	3.9317	32.6896	0.0241	-0.2366	0.125
O	21.0982	10.5014	35.7144	0.1883	-0.4009	0.054
O	34.4306	1.105	35.9881	-0.3828	0.1518	0.0839
O	34.7313	2.3422	29.5014	0.349	-0.1598	-0.4304
O	21.0679	0.8115	37.2963	-0.075	0.0469	-0.4478
O	31.6606	6.8017	37.1123	0.0634	0.3441	-0.4671
O	6.6853	9.2106	34.5322	-0.6134	-0.1403	-0.2966
O	7.2621	9.6433	37.0633	0.2377	-0.4488	-0.2409
O	29.9021	10.6059	27.2583	-0.0809	0.1062	0.0165
O	27.6417	3.9616	28.3988	-0.3769	0.3096	0.2559
O	30.8129	-0.3929	35.0108	-0.0072	0.6533	0.1248
O	10.8026	8.1283	27.5053	0.2134	0.152	0.2001
O	17.6366	6.2612	32.7992	0.1079	0.0781	0.4616
O	29.4041	9.2469	34.3334	-0.1225	-0.3351	0.5136
O	7.1697	6.8008	35.5317	-0.4114	0.0278	0.0668
O	25.7546	0.5595	31.8245	0.2192	0.2927	-0.4868
O	20.8467	9.2912	33.4513	0.5413	-0.0402	-0.0841
O	17.329	12.2344	32.9765	0.0069	-0.4375	0.282
O	26.9923	12.42	37.6742	0.4025	0.395	-0.3384
O	28.0876	6.8969	30.1859	0.4926	-0.3102	-0.2881
O	20.0032	-0.6972	30.5381	0.3805	0.3	0.0168
O	31.1004	13.6924	36.1022	-0.0264	0.0285	-0.1455
O	14.1061	7.9045	34.8093	-0.2278	0.5247	-0.3421
O	29.0733	11.1318	29.8438	-0.2689	0.2939	-0.5119
O	6.6381	7.0753	29.4208	0.0624	0.5348	-0.2049
O	27.5299	3.1488	35.421	0.2122	0.1352	0.3763
O	24.8245	-2.5754	38.3563	-0.0708	0.0775	-0.465
O	12.6372	-0.9415	28.5615	0.0495	0.0432	0.3607
O	32.298	5.6845	32.4584	-0.7173	-0.1777	0.396
O	32.6161	2.8114	27.5811	-0.2063	-0.1777	0.2686
O	23.6879	-2.2815	34.0595	-0.067	-0.3733	0.2197
O	10.0369	0.3191	30.9994	0.4942	-0.1613	-0.086
O	15.5519	4.7334	32.3004	0.1332	0.399	-0.3376
O	7.4418	-1.4663	37.1921	-0.1425	-0.2599	-0.1162
O	32.5186	3.0015	32.3998	0.0863	-0.1598	0.2782
O	15.5755	11.5204	31.1745	-0.0086	-0.0861	0.2532
O	14.6533	0.8017	35.2972	-0.038	0.5332	0.1372
O	31.24	12.1117	28.7665	0.0119	0.546	0.4172
O	21.3569	6.6517	37.2278	-0.2081	-0.0153	-0.5259
O	6.3512	0.9125	30.4008	0.2614	-0.2355	0.2222
O	26.1055	7.3153	37.349	0.2929	0.3567	-0.0795
O	13.336	0.5899	30.609	-0.5758	0.3025	-0.0472
O	23.3277	12.2113	29.5314	0.3376	0.147	0.53
O	29.7823	-0.0831	30.5709	0.2894	0.1682	0.8115
O	33.8379	9.9831	37.1773	-0.1815	-0.1575	-0.0763
O	21.9494	8.686	31.2041	-0.2422	0.0918	-0.5192
O	5.6256	-1.2703	33.4475	0.1245	0.451	-0.3511
O	27.6643	9.9015	38.1569	-0.2481	-0.4189	-0.1191
O	21.7567	8.1271	27.5211	0.0452	0.0916	0.3686
O	24.6041	5.5313	27.4752	-0.143	-0.2844	0.5669
O	8.1708	10.63	31.8484	-0.0803	-0.3165	0.2182
O	18.1594	-1.4119	37.1311	0.4216	0.092	-0.2945
O	11.6159	8.1629	34.6967	0.1119	-0.0052	0.49
O	26.965	2.9631	30.8322	-0.5886	0.0852	0.1874
O	3.3277	-0.6756	34.8496	0.1386	0.182	0.2888
O	8.2903	5.6656	30.8139	0.1692	-0.4109	0.1952
O	23.8374	6.0539	33.1243	0.2611	0.2241	0.5167
O	19.2276	13.7019	32.1275	-0.6084	-0.064	-0.243
O	32.3907	13.9577	30.6164	0.1189	0.552	-0.1938
O	27.0458	9.2987	30.0907	-0.5235	0.3221	-0.1073
O	33.7261	7.7936	33.0237	0.0313	-0.3615	-0.1752
O	27.3381	-1.1692	30.3688	-0.3572	0.1144	-0.3752
O	15.3762	3.8316	36.3052	-0.0593	0.301	0.1356
O	7.0818	4.9889	37.4658	-0.5995	0.2503	-0.4311
O	24.0143	9.8838	34.7841	-0.4768	-0.1382	-0.2063
O	5.6722	11.0034	38.497	-0.0242	-0.0207	-0.1892
O	2.8026	7.9381	35.0797	0.2749	0.4669	0.0717
O	28.4729	7.2511	32.8129	-0.0804	0.0634	0.5216
O	3.0777	11.1644	35.8271	0.1472	-0.4659	-0.0576
O	12.7364	6.9785	32.6273	0.2928	-0.1204	-0.1033
O	17.4888	8.9511	28.4291	0.4503	-0.25	0.3564
O	11.0957	2.8645	30.7295	0.0213	-0.0613	0.6628
O	26.0433	1.8385	28.623	-0.0509	0.2215	0.2949
O	16.6299	13.9241	31.0598	0.3097	-0.0801	-0.2048
O	22.3846	2.6788	30.5307	-0.0581	-0.6486	-0.0044
O	29.7353	5.3981	27.5831	-0.0565	0.2175	0.3085
O	26.3209	3.9166	33.2762	-0.2323	0.2389	-0.4562
O	4.1014	6.7559	28.8367	-0.4972	-0.1084	0.3316
O	25.3223	1.063	34.3857	0.2089	-0.3598	-0.1095
O	6.7355	12.0634	30.2132	-0.2521	0.2532	0.0855
O	21.9291	-0.5738	35.1339	-0.3289	-0.0355	-0.0289
O	3.2526	-1.875	32.5401	-0.4876	-0.4662	0.149
O	15.7342	6.0219	34.6181	-0.1682	0.0503	0.1555
O	6.1513	3.4492	31.1623	0.3077	0.4105	0.121
O	32.7623	0.0773	38.26	-0.1442	0.0354	-0.3885
O	24.219	8.6913	32.6132	-0.1702	-0.0534	0.268
O	21.3797	13.4208	30.6248	-0.0155	-0.3268	0.2833
O	34.7793	3.351	37.3858	-0.2189	0.1161	-0.234
O	13.0614	4.0566	32.9535	-0.2244	-0.0528	-0.1834
O	24.9366	3.2957	35.5322	-0.4346	0.3485	0.1843
O	24.4085	-0.023	27.6878	0.1729	-0.0182	0.1133
O	25.9657	10.6124	36.249	-0.0325	-0.2116	-0.229
O	18.7066	9.6667	34.8812	0.0552	-0.1242	-0.227
O	21.2957	6.7435	32.9098	-0.4259	-0.0659	-0.0039
O	7.6416	7.2708	32.9133	-0.3838	0.1304	-0.3487
O	2.6108	0.2295	31.0033	-0.0029	0.5125	0.4878
O	8.4208	2.8551	34.7432	-0.1294	0.0866	0.2852
O	13.1825	10.5764	30.7383	-0.1382	0.0595	0.7665
O	28.3779	11.6294	33.7052	0.1343	0.4874	-0.4284
O	34.0037	5.9813	36.0474	-0.098	-0.0795	-0.1775
O	24.0705	2.476	32.5286	0.2754	0.1202	0.2836
O	17.2326	4.0602	34.3157	0.3791	-0.3614	-0.2528
O	27.8079	-0.7865	32.8239	0.3271	-0.1163	-0.2681
O	5.5916	2.8031	27.6377	0.0513	-0.0407	0.4704
O	28.7201	-1.9484	35.0246	-0.0343	-0.6884	-0.017
O	27.063	11.445	31.536	-0.0712	0.3168	-0.4356
O	31.4551	-2.0888	32.9974	-0.1432	-0.2482	0.0619
O	21.5628	1.9762	28.1085	0.7237	-0.079	-0.2218
O	26.1805	7.4038	28.3889	-0.2156	0.1043	0.3126
O	3.2645	10.5731	30.6939	-0.4284	-0.0069	0.0493
O	8.4943	2.3953	30.7858	-0.1169	0.4679	-0.1857
O	10.1256	12.333	32.1539	0.1213	0.3224	-0.5752
O	29.3533	-0.8936	37.2712	-0.1768	0.5512	-0.1387
O	18.8542	5.6817	30.5988	-0.007	-0.3646	0.2133
O	28.0793	0.6041	34.9862	-0.0059	-0.1017	0.1942
O	23.3922	11.677	36.4856	0.0625	0.6801	0.068
O	19.3673	8.0014	31.7002	-0.2793	0.5824	-0.1173
O	10.2695	12.895	34.7262	-0.1847	0.5339	0.1049
O	19.428	2.6736	38.1532	-0.1503	-0.1769	-0.4219
O	3.3599	9.2152	32.8831	-0.0315	0.0921	0.3371

Results
total energy: -218734.193 eV
total energy less fixed offsets of O -438.35, Si -107.03 eV per atom: -15.473 eV
